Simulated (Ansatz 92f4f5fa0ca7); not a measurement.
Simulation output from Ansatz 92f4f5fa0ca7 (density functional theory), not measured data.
Periodic cell of 223 atoms, Si131O90As2, from a study of silicon, its oxide and their interface. The atomic structure is a simulated model.
Doubt: the cutoff is far below the 930 eV that the study's wrapper takes by default for these files, so forces and energies are approximate.

Settings
functional: PBE
potential files: Ansatz PAW
basis: plane waves
wave-function cutoff: 580 eV
density cutoff ratio: 5
exchange-correlation grid ratio: 1
k mesh: 1 x 1 x 1, Gamma-centred
self-consistency stop: 5e-08 eV per atom in the density residual
occupations: fixed
spin: none
net charge: 0

Cell vectors (angstrom)
a, 10.938, 0, 0
b, 0, 10.938, 0
c, 0, 0, 32.1988

Atoms and the computed forces on them: element, x, y, z (angstrom), force x, y, z (eV/angstrom)
Si, 10.5662, 0.1942, 24.8806, -0.0001, -0.0023, -0.0006
Si, 5.7181, 10.6466, 24.7599, 0.0008, 0.0004, -0.0022
Si, 2.4547, 2.8869, 24.6616, 0.0007, -0.0008, -0.0004
Si, 8.4043, 2.431, 24.8369, 0.0004, -0.0014, -0.0018
Si, 0.2526, 5.1373, 24.7732, -0.0003, -0.0005, -0.002
Si, 5.1266, 5.715, 24.7158, 0.001, -0.0019, -0.001
Si, 2.9142, 7.9747, 24.6171, -0.0006, -0.0007, -0.0026
Si, 7.9182, 8.4037, 24.7414, 0.0017, -0.0008, -0.001
Si, 1.3087, 1.3549, 26.0518, 0.0001, -0.0008, -0.0008
Si, 6.8261, 1.2839, 26.1297, -0.0007, 0.0007, -0.0006
Si, 4.0199, 4.0779, 26.0095, 0.0002, -0.0007, -0.0007
Si, 9.5836, 4.0339, 26.0942, -0.0006, 0.0002, -0.0003
Si, 1.3762, 6.8023, 26.0121, -0.0011, 0.0006, 0
Si, 6.7495, 6.8245, 26.0373, 0.0007, -0.0012, -0.001
Si, 4.0821, 9.5084, 26.0116, -0.0009, 0.0007, -0.0006
Si, 9.4447, 9.5414, 26.1562, 0.0005, 0.0003, -0.0008
Si, 2.7196, -0.0234, 27.3588, 0, 0.0001, -0.0002
Si, 8.1485, -0.0366, 27.5584, 0.0001, -0.0006, 0.0032
Si, -0.0061, 2.7007, 27.4939, 0.0005, 0.0002, 0.0034
Si, 5.4325, 2.7289, 27.3752, 0.0004, -0.0004, -0.0006
Si, 2.7108, 5.4504, 27.4393, 0.0005, -0.0002, 0.0026
Si, 8.1764, 5.4566, 27.3672, 0.0005, -0.0001, -0.0002
Si, -0.0152, 8.1693, 27.382, 0.0002, -0.0002, -0.0009
Si, 5.4267, 8.1805, 27.4549, -0.0002, -0.0007, 0.0035
Si, 4.0749, 1.3555, 28.7521, 0.0005, -0.0005, 0.0009
Si, 9.5622, 1.3423, 28.8451, 0.0004, 0.0004, -0.0027
Si, 1.3492, 4.0987, 28.8164, -0.0005, -0.0005, -0.0021
Si, 6.8206, 4.0882, 28.7519, -0.0003, 0.0002, 0.0006
Si, 4.0814, 6.8066, 28.8086, 0.0005, 0.0007, -0.0018
Si, 9.5505, 6.8157, 28.7582, 0.0003, -0.0003, 0.001
Si, 1.3602, 9.5497, 28.7482, 0.0005, -0.0009, 0.0008
Si, 6.7755, 9.5365, 28.853, 0.0015, 0.0013, -0.0029
Si, 0.0159, -0.022, 30.1562, -0.0002, 0.0006, 0.0005
Si, 5.4408, 0.013, 30.1619, 0.0005, -0.0006, 0.0001
Si, 2.7336, 2.7313, 30.1483, 0.0003, 0.0001, 0
Si, 8.1927, 2.7406, 30.1526, -0.0002, -0.0001, 0.0005
Si, -0.0142, 5.4745, 30.1535, 0.0006, -0.0001, -0.0001
Si, 5.4751, 5.4571, 30.1495, 0.0003, -0.0002, -0.0001
Si, 2.7255, 8.2026, 30.1461, -0.0005, 0.0002, 0.0003
Si, 8.2025, 8.1891, 30.1544, 0.0004, 0.0003, 0.0001
Si, 1.3673, 1.3673, 31.515, 0.0552, -0.0579, 0.0373
Si, 6.8362, 1.3673, 31.515, -0.0651, 0.0724, -0.0011
Si, 4.1018, 4.1018, 31.515, 0.0442, -0.0975, 0.0236
Si, 9.5708, 4.1018, 31.515, -0.0849, 0.0466, 0.0245
Si, 1.3673, 6.8362, 31.515, -0.099, 0.0497, -0.0337
Si, 6.8362, 6.8362, 31.515, 0.0787, -0.0817, 0.0595
Si, 4.1018, 9.5708, 31.515, -0.1567, 0.0317, 0.0309
Si, 9.5708, 9.5708, 31.515, 0.0525, -0.0863, 0.0434
Si, 2.7345, 0, 0.6835, 0.1417, -0.0121, -0.028
Si, 8.2035, 0, 0.6835, -0.0707, 0.0984, -0.0607
Si, 0, 2.7345, 0.6835, -0.0308, 0.0381, 0.013
Si, 5.469, 2.7345, 0.6835, 0.0686, -0.0459, -0.0003
Si, 2.7345, 5.469, 0.6835, -0.0443, 0.1577, -0.0422
Si, 8.2035, 5.469, 0.6835, 0.0707, 0.0104, -0.041
Si, 0, 8.2035, 0.6835, 0.096, -0.139, -0.0457
Si, 5.469, 8.2035, 0.6835, -0.0498, 0.0133, 0.0465
Si, 4.1183, 1.3638, 2.052, -0.0003, 0.0013, -0.0003
Si, 9.5609, 1.378, 2.0478, -0.0004, -0.0007, 0.0022
Si, 1.3664, 4.1201, 2.0451, -0.0016, 0.0005, 0.0004
Si, 6.831, 4.1202, 2.041, 0.001, -0.0003, 0.0006
Si, 4.1046, 6.8353, 2.0633, 0.0012, -0.001, 0.0008
Si, 9.583, 6.8327, 2.0464, -0.0009, 0.0007, -0.0009
Si, 1.4079, 9.5396, 2.032, 0.0004, 0, 0.0005
Si, 6.8251, 9.5923, 2.0468, -0.0005, -0.0005, -0.0014
Si, 0.0408, -0.0131, 3.3238, -0.0006, -0.0068, 0.0026
Si, 5.4913, 0.0258, 3.4623, -0.0032, 0.002, 0.0013
Si, 2.7861, 2.7891, 3.3738, -0.0015, -0.0012, 0.0013
Si, 8.2133, 2.794, 3.4146, -0.0021, 0.0002, -0.0013
Si, 0.0333, 5.503, 3.4401, -0.0006, -0.0012, -0.0002
Si, 5.484, 5.4799, 3.424, -0.0015, -0.0012, -0.0003
Si, 2.7916, 8.2292, 3.4629, -0.0015, 0.004, -0.0003
Si, 8.2035, 8.2167, 3.3654, 0.0011, -0.0027, 0.0053
Si, 1.4087, 1.375, 4.6245, -0.0025, -0.0024, -0.0007
Si, 6.8508, 1.456, 4.794, 0.0064, -0.0049, -0.0054
Si, 4.1582, 4.0917, 4.8206, 0.005, 0.0003, 0.0013
Si, 9.5685, 4.1576, 4.7988, -0.0014, -0.004, -0.0006
Si, 1.4329, 6.8448, 4.8222, -0.001, -0.0016, -0.0007
Si, 6.8301, 6.8929, 4.7519, -0.0046, 0.0049, 0.0037
Si, 4.1635, 9.5899, 4.8807, 0.0011, -0.0082, 0.0012
Si, 9.6376, 9.5491, 4.664, 0.007, 0.0054, -0.0115
Si, 2.7311, 0.0951, 6.0949, 0.002, 0.003, 0.001
As, 8.2224, -0.0422, 6.0354, 0.0028, 0.0083, 0.0058
Si, 0.0325, 2.6827, 5.9898, 0.0042, 0.0045, 0.002
Si, 5.4673, 2.716, 6.3132, -0.0055, 0.0031, 0.001
Si, 2.8109, 5.4804, 6.1994, 0.0021, 0.0006, 0.0039
Si, 8.1491, 5.5291, 6.1377, -0.0011, 0.0035, -0.0005
Si, -0.0048, 8.1805, 6.1343, -0.0017, 0.0026, -0.0025
Si, 5.551, 8.2086, 6.2511, 0.0001, -0.0086, -0.008
Si, 3.7949, 1.5727, 7.6353, 0.0012, -0.0003, -0.0049
Si, 9.8159, 1.1565, 7.3435, -0.0094, 0.0023, -0.0049
Si, 1.5938, 3.7984, 7.3052, -0.0026, -0.0004, -0.007
Si, 6.6152, 4.409, 7.5334, -0.0014, 0.0018, -0.0026
Si, 4.3961, 6.6501, 7.5645, 0.0061, 0.0057, -0.0031
Si, 9.2963, 7.0973, 7.467, -0.0141, 0.0036, 0.0005
Si, 1.0989, 9.8941, 7.2986, -0.0074, 0.0035, 0.0007
As, 6.921, 9.4262, 8.0224, -0.0007, 0.0185, -0.0301
O, 8.4606, 8.4609, 7.8063, 0.0149, -0.0065, -0.0011
O, 2.6877, 2.7575, 7.9974, -0.0007, -0.0038, 0.0027
O, 9.5098, 1.3259, 24.2788, -0.0008, 0.0009, 0.0005
O, 4.0353, 6.8376, 24.1457, -0.001, 0.0011, 0.0016
O, -0.0482, 0.0203, 7.8702, 0.0139, -0.0068, 0.0027
O, 5.4844, 5.501, 8.0753, -0.0011, -0.0009, 0.0007
O, 6.8335, 9.5437, 24.2113, -0.0016, 0, 0.0012
O, 1.3521, 4.0358, 24.1863, -0.0001, 0.0014, 0.0008
O, 3.8144, 7.4395, 8.9135, 0.0016, -0.0012, 0.0001
O, 0.6141, 4.3705, 8.4873, 0.0007, 0.0002, 0.0005
O, 9.7442, 6.3096, 8.8674, 0.0003, 0.0013, -0.0005
O, 1.9496, 9.3629, 8.5962, -0.0031, 0.0054, -0.003
O, 7.421, 3.8616, 8.8708, 0.0015, -0.003, 0.002
O, 4.2195, 0.8701, 9.0843, -0.0028, 0.0015, 0.0009
O, 6.6546, 8.574, 9.634, -0.0052, -0.0243, 0.0229
O, 9.0659, 1.776, 8.6641, 0.0011, 0.0009, -0.0003
O, 7.6685, 3.0971, 23.533, 0.0002, -0.0002, 0.0005
O, 10.464, 5.7986, 23.4649, 0.0001, 0, 0.0006
O, 5.0589, 0.3944, 23.4264, 0.0008, -0.0009, 0.0009
O, 5.8134, 5.0318, 23.3898, -0.0001, 0.001, 0.0009
O, 3.0688, 2.1666, 23.3005, 0.0003, -0.0002, 0.0003
O, 2.2716, 8.6728, 23.2469, 0.0011, -0.0008, 0.0006
O, 8.5855, 7.7105, 23.4019, -0.0004, 0, 0.0009
O, 0.207, 10.285, 23.6178, 0.0002, 0.0004, 0.0014
Si, 4.3449, 1.5175, 22.4924, -0.0005, 0, -0.001
Si, 3.3781, 7.8003, 14.2021, -0.0004, 0.0014, 0.003
Si, 7.0558, 0.8683, 14.7047, 0, -0.0018, 0.0027
Si, 0.9135, 9.2996, 22.5526, -0.0005, 0.0012, -0.0012
Si, 1.0902, 4.1726, 11.8697, 0, 0.0001, 0.0014
Si, 6.1973, 8.8696, 15.3814, 0.0002, 0.0002, 0.0013
Si, 0.6084, 1.2344, 12.3722, -0.0006, -0.0004, 0.0024
Si, 8.5793, 4.8827, 20.5527, -0.0001, -0.0006, 0.0001
Si, 0.2321, 5.6852, 9.3542, 0.0003, 0.001, 0.0006
Si, 5.0392, 3.0217, 17.9836, 0.0003, 0.0001, 0.0006
Si, 0.8255, 3.6413, 16.7972, 0.0006, 0, 0.001
Si, 10.3232, 2.7537, 19.2741, -0.0002, -0.0004, 0.0003
Si, 5.2323, 1.0486, 10.3843, -0.0006, 0.0006, 0.0054
Si, 0.8303, 0.0992, 19.8824, -0.0008, -0.0011, 0.0004
Si, 6.5322, 9.1785, 11.1335, 0.0002, 0.0111, 0.015
Si, 9.2548, 9.5829, 18.4159, -0.0004, 0.0003, 0.0003
Si, 9.3065, 9.0666, 12.6835, -0.0004, 0.0019, 0.0045
Si, 6.5201, 3.7887, 22.614, 0.0007, -0.0003, -0.0007
Si, 2.3706, 8.0277, 9.4094, 0.0028, -0.0025, 0.0048
Si, 10.5231, 7.2587, 17.2291, 0.0001, 0.0004, 0.0019
Si, 2.4124, 6.2223, 16.7639, 0, -0.0007, 0.0014
Si, 10.1286, 4.373, 14.2151, -0.0019, -0.0005, 0.0026
Si, 6.077, 9.0947, 18.5843, 0.0005, -0.0006, 0.0004
Si, 7.9011, 2.4721, 9.5733, -0.0004, 0.003, 0.0011
Si, 8.8196, 2.0206, 12.4811, 0.001, -0.0005, 0.004
Si, 5.2963, 6.144, 18.1441, -0.0005, 0, 0.0006
Si, 3.8586, 0.4678, 19.5144, 0.0003, -0.0003, 0.0012
Si, 4.1717, 3.6687, 12.1173, 0.0008, 0.0023, 0.0024
Si, 5.41, 6.3808, 12.4713, 0.0012, 0.0021, -0.0002
Si, 7.9543, 2.3958, 17.2494, -0.0003, -0.0014, 0.0007
Si, 4.2676, 2.3478, 15.041, 0.0015, -0.0003, 0.002
Si, 1.4867, 1.0929, 15.3315, -0.0005, -0.0007, 0.0032
Si, 1.4927, 9.2693, 12.1205, 0.0006, -0.0004, 0.0023
Si, 7.974, 6.6927, 13.9776, -0.0002, -0.0003, 0.0041
Si, 10.3165, 9.7049, 15.5943, -0.0003, 0.0008, 0.0021
Si, 9.7743, 6.9622, 22.5678, 0.0001, -0.0001, -0.0008
Si, 8.0502, 5.3798, 17.457, 0, -0.0001, 0.0017
O, 5.8438, 7.8721, 11.8913, -0.0056, -0.01, 0.0072
O, 5.9799, 9.1151, 16.9654, -0.0005, -0.0008, 0.0003
O, 7.593, 1.2775, 13.2236, -0.0014, 0.0002, -0.0021
O, 0.8711, 1.6444, 13.9296, 0.0014, 0.0018, -0.0012
O, 9.3892, 6.135, 16.9583, -0.0005, 0.0004, -0.0009
O, 6.6719, 5.9183, 13.3951, 0.0021, 0.0001, -0.0004
O, 5.1012, 4.55, 18.6652, -0.0012, -0.001, -0.0009
O, 9.1517, 2.0511, 18.3282, -0.0002, 0.0014, -0.0005
O, 2.3053, 0.0193, 19.1072, 0.0001, -0.0005, -0.0007
O, 9.3261, 10.1136, 16.8504, -0.0003, -0.0017, -0.0004
O, 2.7017, 4.2532, 11.6861, -0.0021, 0.0008, -0.0017
O, 4.9892, 10.2216, 19.164, -0.001, -0.0002, -0.0006
O, 9.35, 3.1491, 13.5006, -0.0012, 0.0007, -0.0034
O, 0.3904, 1.6823, 19.9992, -0.0005, 0.0001, -0.0006
O, 3.1092, 1.1797, 15.1594, 0.0016, 0.0005, -0.0026
O, 8.0984, 5.2848, 19.0684, 0.0005, 0, -0.0015
O, 3.825, 6.4969, 17.5298, 0.0008, -0.0012, -0.001
O, 4.4655, 3.182, 16.4451, 0.0006, 0.0013, -0.0003
O, 9.043, 5.5592, 14.4226, -0.0005, 0.0008, -0.0024
O, 5.4057, 2.7036, 22.1472, 0.0001, -0.0005, 0
O, 10.641, 3.9936, 15.6963, 0.0003, -0.0013, 0
O, 0.2477, 3.7721, 18.3173, 0.0001, -0.0008, -0.0003
O, 10.3723, 10.4186, 19.2722, 0.0015, 0.0005, -0.0002
O, 9.5668, 9.8332, 14.1408, -0.0007, 0.0013, -0.0015
O, 10.8759, 8.0698, 22.1148, 0.0002, -0.0004, 0.0002
O, 1.1734, 2.0641, 16.5974, -0.0005, 0.0013, -0.0008
O, 9.666, 3.6623, 20.4655, -0.0008, 0.0004, 0.0001
O, 8.0779, 3.9296, 16.7277, 0.0004, 0.0013, -0.001
O, -0.1209, 8.9399, 12.0141, 0.0012, 0.0014, -0.0027
O, 6.5143, 2.2972, 18.0116, -0.0009, 0.0013, -0.0005
O, 5.5334, 10.5416, 11.1474, -0.0028, 0.0001, -0.001
O, 7.6707, 9.5304, 18.9416, 0, 0.0009, -0.0009
O, 9.961, 0.8688, 12.1752, 0.0003, 0.0001, -0.0018
O, 1.3235, 6.8442, 9.084, -0.0026, -0.0045, -0.0006
O, 0.5493, 4.6617, 13.3369, 0.0015, -0.0009, -0.0024
O, 5.6727, 7.5256, 19.0511, 0.0004, 0.0002, -0.0004
O, 5.1475, 4.9362, 11.6885, -0.0003, 0.001, -0.0007
O, 2.5372, 7.0182, 15.3557, -0.0004, -0.0013, -0.0007
O, 0.7961, 2.5975, 11.5025, -0.0001, 0.002, -0.0026
O, 0.7749, 10.5857, 15.6272, 0.0012, 0.0007, -0.0014
O, 2.3306, 8.4694, 10.9693, 0, -0.0003, 0.0008
O, 4.6487, 2.2705, 11.3452, -0.0015, 0.0009, -0.0011
O, 4.0756, 3.3382, 13.7392, -0.0004, -0.0014, -0.0018
O, 2.1177, 4.6198, 16.5838, -0.0005, -0.0011, -0.0014
O, 10.6891, 8.1388, 15.8564, -0.0008, -0.0022, -0.0011
O, 6.8257, 10.2058, 14.7149, -0.0009, 0.0004, -0.0006
O, 2.2854, 8.81, 13.4877, 0.0004, -0.0007, -0.0015
O, 8.0011, 1.4181, 15.9344, 0.001, 0.0025, -0.0004
O, 3.9674, 6.6569, 13.1959, -0.0009, -0.0004, -0.0023
O, 4.1229, 1.9198, 18.7816, -0.0005, -0.0013, -0.0008
O, 7.2353, 4.379, 21.2983, 0.0009, 0.0001, -0.0004
O, 8.4227, 2.7613, 11.0849, 0, 0.0016, -0.0028
O, 1.0953, 6.7542, 17.597, 0.0001, 0.0004, -0.0006
O, 5.6121, 1.5254, 14.8307, -0.0011, 0.0007, -0.0019
O, 8.0201, 9.6263, 11.7799, 0.002, 0.0019, 0.0006
O, 9.1781, 6.221, 21.2556, 0, -0.0002, 0.0003
O, 8.8449, 7.5268, 12.9023, 0.0004, 0, -0.003
O, 1.57, -0.0233, 11.9568, 0.0003, 0.0007, -0.0022
O, 6.5846, 6.0508, 17.1136, 0.0003, -0.0008, -0.0006
O, 7.3434, 7.721, 15.101, 0.0006, -0.0009, -0.0014
O, 1.1843, 10.2372, 21.2603, -0.0004, -0.0011, 0.0003
O, 9.8974, 8.0845, 18.4799, -0.0006, 0.0003, -0.0009
O, 3.885, 0.7734, 21.1257, 0.0001, 0.0011, -0.0001
O, 0.2653, 5.191, 10.8929, 0.0007, -0.0015, -0.0002
O, 6.6464, 1.4561, 9.6821, 0.0027, -0.0022, -0.0039
O, 4.6975, 8.5884, 14.7781, -0.0001, -0.0017, -0.0013

Results
free energy: -144174.722 eV
free energy less fixed offsets of As -4856.12, O -568.88, Si -635.61 eV per atom: 1.628 eV

The program warned: the cutoff lies below the one the program advises for these potential files; the forces do not sum to zero within the program's tolerance; the exchange-correlation potential is rough where the density is thin.
